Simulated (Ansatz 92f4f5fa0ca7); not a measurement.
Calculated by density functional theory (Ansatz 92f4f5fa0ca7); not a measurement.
Periodic cell of 256 atoms, Si134O86H32N4, with a vacuum gap, from a study of silicon, its oxide and their interface. The atomic structure is a simulated model.

Settings
functional: r2SCAN
potential files: Ansatz PAW
basis: plane waves
wave-function cutoff: 800 eV
density cutoff ratio: 5
exchange-correlation grid ratio: 1
k mesh: 1 x 1 x 1, shifted by 0.5 0.5 0 of a step
self-consistency stop: 1e-11 eV per atom in the density residual
occupations: fixed
spin: none
net charge: 0
applied field: sawtooth along c, amplitude +0.015 V/angstrom in the program's sign convention, ramp centred at 0.9888 of c and 0.0223 of c wide, no dipole correction

Cell vectors (angstrom)
a 10.88 0 0
b 0 10.88 0
c 0 0 44.8171

Atoms and the computed forces on them: element, x, y, z (angstrom), force x, y, z (eV/angstrom)
Si -0.2738 0.2239 31.1474 -0.0065 -0.003 0.0208
Si 2.8517 2.5681 31.1418 0.0058 0.0013 0.0254
Si -0.123 5.4442 31.1418 -0.0131 -0.0017 0.0205
Si 2.8208 7.9375 31.2814 -0.001 -0.0134 0.0203
Si 5.1599 0.3788 30.9746 0.0035 0.0092 0.033
Si 8.3963 2.5877 31.0989 0.0087 -0.0105 0.0237
Si 5.3175 5.9758 31.1532 0.0031 0.0096 0.0233
Si 8.5954 7.7103 31.4053 -0.0137 -0.0113 0.025
Si 1.3506 1.3554 32.4545 0.0005 0.0003 -0.0163
Si 4.1567 4.1766 32.2991 -0.003 0.0007 -0.0103
Si 1.3702 6.6663 32.5309 0.0011 0.0078 -0.0123
Si 4.0973 9.5868 32.3438 -0.0026 -0.0022 -0.0079
Si 6.7653 1.4106 32.3624 -0.0035 0.0016 -0.0137
Si 9.5127 4.0518 32.5255 -0.0016 0.0015 -0.0083
Si 6.8661 6.8133 32.6843 0.0048 -0.0045 -0.0176
Si 9.5896 9.4893 32.5056 0.001 0.0013 -0.0099
Si 0.006 2.6979 33.8462 0.0011 0.0079 0.0012
Si 2.7387 -0.0016 33.7836 -0.0043 -0.002 0.0047
Si 0.0508 8.1158 33.8613 0.0012 0.002 -0.0002
Si 2.7904 5.3864 33.8288 -0.0045 -0.0052 0.0051
Si 5.4486 2.7781 33.7448 -0.0023 0.0009 0.0004
Si 8.1212 0.0016 33.7565 0.0048 -0.0115 -0.0011
Si 5.4471 8.2743 33.8299 0.0047 -0.0063 0.0065
Si 8.1633 5.3633 33.9421 0.001 0.0084 0.0014
Si 1.3876 4.0588 35.1838 -0.0055 0.0092 0.0107
Si 4.0839 1.3992 35.1167 0.0026 -0.0028 0.0304
Si 1.4121 9.5017 35.1761 -0.0152 -0.0136 0.0044
Si 4.1007 6.8294 35.1465 0.001 0.0142 0.0254
Si 6.7778 4.0284 35.2301 0.0155 0.0136 0.0194
Si 9.4987 1.3349 35.1496 -0.0137 -0.0069 0.029
Si 6.7948 9.5864 35.2004 0.0055 -0.0064 0.0132
Si 9.5244 6.7976 35.213 -0.0023 0.0069 0.0191
Si 0.0075 -0.0119 36.4949 0.0178 -0.0112 0.1724
Si 2.7288 2.7046 36.5287 -0.011 0.0136 0.1813
Si 0.0241 5.4362 36.5441 -0.0106 0.0015 0.1819
Si 2.7447 8.1517 36.5478 -0.0035 0.0127 0.1886
Si 5.4269 0.0558 36.537 -0.0006 -0.0173 0.1923
Si 8.1594 2.6839 36.5539 0.018 0 0.1946
Si 5.4344 5.4573 36.5202 -0.0003 -0.0218 0.1772
Si 8.1463 8.1822 36.5294 0.0158 -0.0137 0.1573
Si 1.3556 1.3532 37.8722 0.0143 -0.0541 0.2566
Si 4.0626 4.0973 37.8702 0.0451 0.0008 0.315
Si 1.3633 6.8107 37.9063 0.0482 -0.0707 0.311
Si 4.0866 9.5361 37.8922 -0.015 0.0207 0.2497
Si 6.794 1.3688 37.9265 -0.0083 -0.007 0.3918
Si 9.5146 4.0804 37.8875 0.0982 -0.0522 0.2588
Si 6.7831 6.8138 37.8753 0.0793 0.0208 0.3684
Si 9.527 9.5335 37.8667 -0.0155 -0.0768 0.3439
Si 0.0049 2.724 6.9238 -0.0292 0.0481 -0.2809
Si 2.6937 -0.0109 6.9316 0.027 0.0555 -0.2776
Si -0.0226 8.1778 6.9285 -0.0756 0.0607 -0.2922
Si 2.7155 5.439 6.9391 -0.0157 0.0413 -0.3116
Si 5.4169 2.7538 6.9273 -0.0725 -0.0435 -0.3614
Si 8.1818 0.0005 6.9337 0.0267 0.0072 -0.3203
Si 5.4391 8.164 6.9396 0.0184 -0.0513 -0.2427
Si 8.1391 5.4626 6.9164 -0.1104 0.0923 -0.2882
Si 1.3211 4.1162 8.2932 -0.0147 0.0141 -0.1712
Si 4.0565 1.3693 8.2575 0.0137 -0.0151 -0.1686
Si 1.3251 9.5215 8.307 0.0073 -0.003 -0.1807
Si 4.0664 6.7989 8.2983 -0.0064 0.0124 -0.1746
Si 6.7705 4.1183 8.2784 0.0113 -0.0037 -0.1912
Si 9.5435 1.3641 8.2926 -0.0078 0.0017 -0.182
Si 6.8392 9.5024 8.2743 -0.04 0.0282 -0.1907
Si 9.4672 6.8468 8.2778 -0.0019 0.0071 -0.1932
Si -0.0186 -0.0052 9.7065 0.0019 0.0094 -0.0304
Si 2.6787 2.7229 9.6065 0.0095 -0.0041 -0.021
Si -0.0729 5.507 9.6232 0.0095 -0.0155 -0.0149
Si 2.6581 8.1214 9.6413 0.0091 0.0027 -0.0086
Si 5.4637 -0.007 9.552 -0.0139 0.0078 -0.0018
Si 8.1601 2.7542 9.5789 -0.0005 -0.0022 -0.0209
Si 5.4465 5.4809 9.6839 -0.0185 -0.0203 -0.0312
Si 8.1619 8.1882 9.7244 0.007 -0.0001 -0.0241
Si 1.3547 1.3823 11.0165 0.006 0.004 -0.0124
Si 4.041 4.0718 10.9351 0.0005 -0.0007 -0.0089
Si 1.2225 6.8438 11.0515 0.0083 0.0007 0.0008
Si 4.1017 9.4934 10.8564 -0.0012 0.01 -0.0002
Si 6.8432 1.3442 10.8859 -0.0107 -0.0027 -0.0018
Si 9.4351 4.1609 10.9535 0.0023 -0.0053 -0.0014
Si 6.7895 6.8509 11.0998 -0.0031 0.0041 -0.0143
Si 9.5034 9.5508 11.1396 -0.0033 0.0012 -0.0066
Si -0.102 2.7703 12.2589 -0.005 0.0054 0.0126
Si 2.8425 -0.0056 12.2162 0.0082 -0.0062 0.0092
Si -0.0303 8.2765 12.6124 0.0071 -0.0036 0.0105
Si 2.5995 5.3548 12.2524 -0.0027 0.0058 0.0144
Si 5.4575 2.6805 12.1667 0.0055 -0.0073 0.0164
Si 8.0974 0.0511 12.4327 -0.0078 0.0077 0.0124
Si 5.363 8.2231 12.3861 -0.0114 -0.0011 0.0048
Si 8.1365 5.4877 12.4735 0.0053 -0.0045 0.0039
Si 1.0565 4.2125 13.6816 0.0095 -0.0028 0.0359
Si 4.397 1.1437 13.5637 -0.0069 0.0078 0.0322
Si 1.7989 9.4294 13.6927 0.0137 0.0146 0.0243
Si 3.6912 6.9697 13.4881 -0.0002 -0.0075 0.0311
Si 6.8579 3.8409 13.5844 -0.0141 -0.0079 0.0346
Si 9.1988 1.7518 13.6539 0.0031 0.0013 0.034
Si 6.4944 9.8101 13.7471 0.0073 -0.0031 0.0373
Si 9.7745 6.5444 13.8614 0.0019 -0.0016 0.0422
Si 2.7128 2.7521 15.7886 0.0082 -0.0047 0.0297
Si 2.2634 10.7974 16.5259 -0.0055 -0.0033 0.0445
Si 10.3819 9.6793 17.7332 -0.0055 -0.0051 0.0498
Si 4.7852 4.9735 15.6931 0.0009 0.0058 0.0461
Si 5.3735 11.1076 16.3222 0.0032 0.0128 0.0662
Si 6.6823 6.3958 17.6351 -0.0015 -0.0046 0.0567
Si 7.6883 9.1099 16.4137 0.0081 -0.0034 0.0438
Si 10.018 24.4425 21.3774 0.0026 0.0045 0.0513
Si 9.6216 12.4913 18.6027 -0.0068 0.0016 0.0702
Si 6.4367 13.0329 18.4014 -0.0005 0.004 0.0607
Si 8.3227 13.5393 28.0252 -0.0009 -0.002 0.0345
Si 10.2206 17.7552 19.1999 0.0012 -0.0077 0.0616
Si -2.3465 16.1751 21.0285 0.0043 -0.0099 0.0494
Si 6.0051 12.0535 21.0702 -0.0017 -0.0057 0.0537
Si 8.376 11.5093 22.7286 -0.0028 -0.015 0.0439
Si 16.7704 4.9376 19.964 -0.0082 -0.0085 0.0573
Si 10.8298 17.4904 22.119 0.0058 0.0083 0.0514
Si -0.2619 2.8372 15.9805 -0.0107 -0.0016 0.0519
Si 5.6322 9.4133 25.8048 0 -0.002 0.0459
Si 4.8952 14.1316 24.756 0.0043 -0.0007 0.0452
Si -1.5111 5.5669 16.6517 0 -0.0042 0.0713
Si 6.6803 10.1297 28.436 -0.0007 0.0022 0.0449
Si 6.9294 7.3676 28.9122 -0.0007 0.0025 0.0307
Si 5.4519 12.6529 28.3397 0.0035 0.0009 0.0245
Si 5.6758 11.4092 23.6534 -0.0034 -0.0067 0.0483
Si 4.4008 14.702 22.0064 -0.0062 -0.0071 0.0511
Si 13.0125 4.1594 25.8994 0.0013 0.0075 0.0509
Si 5.6714 15.6493 28.4414 -0.0004 0.0032 0.0233
Si 1.4597 4.1772 22.9209 0.0055 -0.0032 0.0462
Si 3.2429 16.992 27.5157 0.0054 0.0005 0.0304
Si 9.8262 8.9228 24.0214 -0.0014 0.0036 0.0575
Si 11.5406 20.8223 26.346 0.0036 0.0035 0.043
Si 1.5195 4.1584 28.8443 -0.0028 0.0034 0.0362
Si 7.513 4.3421 26.1337 0.0063 -0.0001 0.033
Si -1.1993 10.9539 28.4316 -0.0005 0.0036 0.0309
Si 2.3357 19.6097 28.4427 -0.004 -0.0045 0.0207
Si 7.6905 7.2843 25.9001 -0.0072 -0.0075 0.0186
Si 3.3246 21.7673 27.0686 0.0021 0.0049 0.0259
O -0.0909 -0.2801 29.5833 -0.0009 0.0001 -0.0174
O -1.4091 1.3746 30.9498 0.0036 -0.0008 -0.0011
O 3.9403 1.437 30.734 -0.0036 -0.0157 -0.0291
O 2.1325 2.9582 29.7255 -0.0046 0.0084 -0.0156
O 1.3254 14.771 24.5247 -0.0043 0.0033 -0.0394
O -6.8128 6.9802 30.8481 0.0047 0.0059 -0.0099
O 1.1499 8.7376 27.334 -0.0084 0.0044 -0.0221
O 7.0469 15.5023 27.6543 0.0057 0.0002 -0.0183
N 5.7576 0.3871 29.3405 0.0024 -0.0027 -0.0173
O 8.1158 3.2015 29.5898 -0.0057 0.0028 -0.0207
O 9.7088 6.6491 30.8586 0.0153 0.016 -0.0131
O 7.8774 8.0329 30.0129 -0.0134 0.0016 -0.0281
O 8.8008 19.0219 25.0534 0.0137 0.0088 -0.0243
O 6.9128 1.9205 27.6283 0.0017 0.0026 -0.0079
O 0.1719 5.5443 13.9862 -0.0142 -0.0098 -0.025
O 3.5433 2.0581 14.5978 0.0048 -0.0039 -0.0264
O 2.2604 1.5374 16.7857 0.0009 0.0069 -0.0263
O 1.7797 10.3845 15.0278 -0.0085 -0.0144 -0.0414
O -0.902 12.486 15.1037 -0.009 -0.0066 -0.0376
O 2.7168 8.1357 14.1048 -0.0016 0.003 -0.0082
O 4.0343 6.0034 14.7314 -0.0062 0.0088 -0.0311
O 5.4128 5.9622 16.7707 -0.0129 -0.0091 -0.0273
O 7.9053 5.3906 17.3104 0.0104 -0.0009 -0.0262
O 9.6904 10.8983 18.4904 0.0043 -0.0063 -0.0164
N 5.4555 11.0091 14.5618 0.0044 -0.0081 -0.0511
O 7.3293 8.9027 14.8423 -0.0083 0.0031 -0.0423
O 11.9566 10.0559 17.4027 0.016 0.0063 -0.023
N 1.2286 3.3782 15.2378 0.0053 0.0115 -0.0392
O -2.9188 2.7408 14.0602 0.0024 0.0024 -0.0265
O -4.8902 15.1141 14.9103 0.0159 -0.0039 -0.0335
O -0.542 8.4046 18.7229 -0.0011 0.0139 -0.0318
O 11.1843 17.6268 20.5163 -0.0027 0.0037 -0.0439
O 6.6561 10.2785 16.8869 -0.004 -0.0015 -0.0204
O 9.2942 9.3957 16.5271 -0.0129 -0.0011 -0.0265
O 14.7614 10.4889 16.7455 0.0007 0.0006 -0.0167
O 14.5878 14.8076 16.3345 -0.002 -0.0013 -0.0161
O 7.2583 7.8633 17.3337 0.0034 0.0111 -0.0214
O 5.4116 2.6265 21.5376 0.0063 -0.003 -0.0133
O 10.4309 5.9781 17.8384 -0.007 -0.0109 -0.0425
O 5.6747 12.5929 17.0066 -0.0097 -0.0173 -0.0394
O 13.7085 14.4628 22.2882 0.0043 -0.0005 -0.0179
O 8.0668 23.8195 18.364 0.0031 -0.0015 -0.0168
O 7.5858 11.6406 21.2871 -0.0038 0.005 -0.0289
O 4.4848 15.7466 20.7687 0.0077 0.0079 -0.0261
O 9.0191 20.9723 23.2052 -0.0051 0.0137 -0.0201
O -1.197 15.0338 15.9575 0.0032 -0.0059 -0.0193
O 4.2298 12.2145 27.331 -0.0072 -0.0028 -0.0114
O 7.2123 11.9493 23.7657 0.0092 -0.0012 -0.0241
O 6.0832 3.6662 18.9337 0.0023 -0.0107 -0.0225
O 15.6471 12.5585 24.332 0.0032 -0.0052 -0.0165
O 8.9967 14.6563 20.7761 -0.0017 -0.0021 -0.0148
O 6.9508 16.0011 21.1923 -0.0028 -0.0003 -0.0169
O -0.5585 12.7241 20.0456 -0.0054 -0.0069 -0.0387
O 5.2235 21.9737 22.1122 0.0023 0.0043 -0.0318
O 12.0676 16.656 22.7536 -0.0068 0.0056 -0.0221
O 6.3263 14.4002 25.4351 -0.0112 -0.0046 -0.026
O 13.8766 10.2068 28.5104 0.0017 0.005 -0.0177
O 9.5616 12.5381 28.2253 -0.0005 0.0039 -0.0172
O 9.5217 12.6267 22.6032 0.0055 0.0079 -0.023
O 10.5937 2.3323 17.5169 0.0125 0.0098 -0.0433
O 9.3127 6.6824 15.4475 0.0062 0.0094 -0.0524
O 6.5819 21.1475 26.8093 -0.0034 -0.0047 -0.0145
O 5.8075 11.9749 19.4808 0.0031 0.0054 -0.0427
O 1.3672 -7.2198 27.2793 0.0041 -0.0002 -0.0254
O -4.6913 7.8927 25.6779 -0.0001 0.0012 -0.0142
O 8.7991 17.2245 19.8029 0.0055 0.0084 -0.0331
O 7.8165 16.6196 25.3853 0 0.0019 -0.0122
O 4.9214 15.1344 23.4767 -0.0013 0.0027 -0.0361
O 4.1093 -1.1496 26.2413 0.0056 -0.0019 -0.0077
O 8.7749 14.3102 26.6164 -0.003 0.0056 -0.0153
O 6.0798 6.2951 19.1246 0.006 0.0109 -0.0347
O 11.0964 9.4937 24.863 -0.0126 -0.0066 -0.0264
O 5.6755 9.9615 24.306 0.0035 0.0133 -0.0213
O 12.7551 11.0584 26.319 -0.0015 0.0013 -0.0163
O 10.1631 10.4366 26.9965 0.0069 -0.0039 -0.0212
O 14.2721 7.6539 27.8585 -0.001 0.0004 -0.0145
O 14.4824 14.3771 25.6954 0.0092 -0.0007 -0.0208
O 9.401 16.7057 22.2822 -0.0078 -0.0049 -0.0248
N 6.1028 16.8366 29.5849 -0.0027 -0.005 -0.0163
O 11.2595 14.3101 22.0229 -0.0131 -0.0079 -0.0242
O 7.8218 7.2204 27.537 0.0045 0.0026 -0.0403
O 16.0181 3.2928 28.9186 0.0024 0.0004 -0.0075
O 5.9703 8.672 28.6889 0.0024 0.0001 -0.0173
O 13.2687 16.6352 26.1809 -0.006 -0.004 -0.0134
O 1.9392 8.3358 29.9517 -0.0011 0.0084 -0.0224
O -2.6336 21.1893 28.802 -0.0005 0.0012 -0.0124
O 2.5592 5.3988 28.8061 0.0053 0.0032 -0.0206
O 4.6975 16.3261 27.344 -0.0081 0.0019 -0.015
O 10.5461 18.8711 22.9012 0.0061 -0.0163 -0.0306
O 0.2394 4.734 29.6843 0.0038 -0.0046 -0.012
H 2.1694 0.5235 38.8047 -0.3378 0.2837 -0.2678
H 0.5399 2.1811 38.8047 0.2801 -0.289 -0.2957
H 4.8877 3.2788 38.8027 -0.2489 0.315 -0.2814
H 3.2392 4.9174 38.8027 0.2927 -0.3475 -0.2821
H 2.1792 5.983 38.8387 -0.3052 0.3485 -0.2396
H 0.5359 7.6269 38.8387 0.2985 -0.2847 -0.2875
H 3.2469 10.3396 38.8246 0.3053 -0.3046 -0.2628
H 4.9024 8.7084 38.8246 -0.2455 0.383 -0.2649
H 7.6216 0.5528 38.8589 -0.3701 0.2209 -0.2461
H 5.9746 2.193 38.8589 0.3199 -0.2474 -0.2571
H 8.6948 4.9042 38.82 0.2752 -0.2784 -0.292
H 10.3406 3.2628 38.82 -0.3169 0.2909 -0.2406
H 5.9632 7.6375 38.8077 0.3024 -0.3339 -0.2697
H 7.6064 5.9935 38.8077 -0.271 0.2975 -0.2701
H 10.341 8.704 38.7991 -0.3083 0.3074 -0.27
H 8.7057 10.3558 38.7991 0.3246 -0.2514 -0.2948
H -0.8211 3.5416 5.9914 0.2184 -0.3169 0.2653
H 0.8206 1.8962 5.9914 -0.2436 0.3866 0.2644
H 1.8799 0.8187 5.9991 0.2799 -0.3553 0.2566
H 3.5334 -0.8145 5.9991 -0.3535 0.2232 0.2722
H 0.8048 7.3616 5.9961 -0.2766 0.2337 0.2955
H -0.8366 9.0073 5.9961 0.3715 -0.3457 0.2262
H 1.8996 6.2667 6.0066 0.293 -0.2409 0.2674
H 3.5389 4.6189 6.0066 -0.3894 0.3018 0.2643
H 6.2363 1.9297 5.9948 -0.2049 0.2625 0.2802
H 4.5918 3.5723 5.9948 0.3588 -0.359 0.2294
H 9.003 -0.8219 6.0013 -0.3147 0.4022 0.2349
H 7.3542 0.8165 6.0013 0.2281 -0.2354 0.2908
H 6.259 7.3403 6.0072 -0.3938 0.2655 0.2528
H 4.6232 8.9917 6.0072 0.3174 -0.2507 0.2876
H 7.3159 6.2829 5.984 0.3288 -0.3553 0.2112
H 8.9589 4.6388 5.984 -0.2252 0.2774 0.3033

Results
free energy: -136804.875 eV
free energy less fixed offsets of H -15.71, N -386.36, O -570.45, Si -639.56 eV per atom: 3.025 eV

The program warned: the cutoff lies below the one the program advises for these potential files; the forces do not sum to zero within the program's tolerance; empty levels may hold ghost states of the PAW files; the exchange-correlation potential is rough where the density is thin.
